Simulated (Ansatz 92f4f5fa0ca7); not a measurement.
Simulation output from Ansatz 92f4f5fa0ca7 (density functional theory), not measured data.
Periodic cell of 462 atoms, Si286O176, from a study of silicon, its oxide and their interface. The atomic structure is a simulated model.
This geometry differs little from another in the collection (a relaxation step or a small displacement).

Settings
functional: r2SCAN
potential files: Ansatz PAW
basis: plane waves
wave-function cutoff: 800 eV
density cutoff ratio: 5
exchange-correlation grid ratio: 1
k mesh: 1 x 1 x 1, Gamma-centred
self-consistency stop: 1e-10 eV per atom in the density residual
occupations: fixed
spin: none
net charge: 0

Cell vectors (angstrom)
a 16.332 0 0
b 0 16.332 0
c 0 0 30.0098

Atoms and the computed forces on them: element, x, y, z (angstrom), force x, y, z (eV/angstrom)
Si -0.28 -0.162 -0.041 0 -0.006 -0.023
Si 2.982 2.399 0.067 0 0.005 -0.022
Si -0.192 5.979 0.209 0.017 -0.013 -0.024
Si 3.09 7.777 0.061 -0.004 -0.005 -0.034
Si -0.305 11.017 0.168 0.001 -0.002 -0.02
Si 2.953 13.014 -0.082 -0.005 0.004 -0.017
Si 5.204 0.165 -0.042 0.006 -0.002 -0.026
Si 8.798 2.944 -0.432 0 -0.003 -0.025
Si 5.26 5.407 0.02 0.002 -0.006 -0.02
Si 8.61 7.806 -0.191 0 -0.002 -0.009
Si 4.869 11.317 -0.027 -0.003 -0.008 -0.01
Si 8.979 13.968 -0.151 -0.004 0.003 -0.021
Si 11.498 1.462 -0.787 0.001 -0.002 -0.023
Si 13.054 4.012 -1.132 0.001 0.002 -0.031
Si 10.954 5.729 0.245 0.002 -0.005 -0.018
Si 14.199 7.636 0.249 -0.013 0.009 -0.012
Si 10.75 11.342 0.058 0 -0.001 -0.025
Si 13.909 13.404 0.215 -0.001 0 -0.019
Si 1.233 1.269 1.172 0 -0.002 -0.001
Si 4.093 3.96 1.444 -0.001 -0.001 -0.001
Si 1.449 6.902 1.526 -0.005 -0.001 0.002
Si 4.101 9.519 1.313 0.002 0.004 0.005
Si 1.377 12.108 1.402 0 0.001 0
Si 3.973 14.838 1.135 -0.001 -0.002 0.004
Si 6.752 1.269 1.341 0.005 0.003 -0.007
Si 9.682 4.124 1.374 -0.003 0.001 -0.003
Si 6.922 6.711 1.154 0.001 0 0.002
Si 9.527 9.593 1.16 0.001 -0.002 -0.002
Si 6.643 12.308 1.264 0.01 0.007 -0.009
Si 9.964 15.334 1.528 -0.001 0 -0.006
Si 11.669 0.823 1.468 -0.002 -0.002 0
Si 14.966 4.294 1.335 -0.01 -0.014 -0.015
Si 12.432 6.869 1.588 0.001 0.001 -0.001
Si 14.995 9.441 1.509 0.004 0.005 0.003
Si 12.269 12.33 1.495 0.001 -0.002 0
Si 15.07 14.846 1.588 0.003 0.002 -0.002
Si -0.058 2.715 2.554 0.001 0.001 -0.001
Si 2.627 -0.107 2.563 -0.002 -0.001 0.001
Si 0.083 8.214 2.904 0 0 0.003
Si 2.722 5.366 2.752 0.001 0.001 0
Si 0.121 13.503 2.853 -0.001 -0.002 0.001
Si 2.697 10.747 2.774 0.001 -0.001 0.001
Si 5.502 2.668 2.773 -0.001 0.002 0.001
Si 8.181 -0.007 2.726 0 0.001 0.003
Si 5.555 8.128 2.571 0.001 -0.003 -0.001
Si 8.184 5.404 2.661 0 -0.001 -0.001
Si 5.342 13.632 2.682 0.002 0.002 -0.001
Si 8.088 10.877 2.551 0.004 0.001 0.004
Si 10.853 2.627 2.766 -0.006 0 -0.001
Si 13.535 -0.073 2.694 0.001 -0.002 0.001
Si 10.914 8.303 2.679 -0.001 0.004 0.001
Si 13.653 5.421 2.919 -0.002 0.003 0.001
Si 10.939 13.673 2.862 -0.001 -0.001 0.003
Si 13.592 10.856 2.788 -0.005 -0.002 -0.002
Si 1.301 4.026 4.036 0.001 -0.004 0.001
Si 4.033 1.263 3.987 0.003 0.001 0
Si 1.392 9.533 4.266 0 0.001 0
Si 4.137 6.797 3.995 0.001 0.003 0
Si 1.415 14.95 4.131 0.003 -0.001 0.002
Si 4.054 12.21 4.055 0.002 0.002 -0.002
Si 6.832 4.08 4.092 0.001 -0.001 0
Si 9.45 1.371 4.159 0.003 0 -0.002
Si 6.823 9.507 4.002 0 0.001 -0.002
Si 9.551 6.822 3.986 -0.002 -0.002 0.002
Si 6.763 14.955 4.041 -0.002 0.001 0.002
Si 9.453 12.24 3.994 0 0 0
Si 12.256 3.984 4.118 0.004 -0.002 -0.004
Si 14.928 1.366 3.976 -0.002 0 0.001
Si 12.214 9.57 4.154 0.001 0 0.001
Si 15.024 6.815 4.198 -0.001 0 -0.002
Si 12.295 14.968 4.214 0.001 0.001 0
Si 15.002 12.191 4.147 0.001 -0.001 0.001
Si -0.02 0.016 5.387 0 0 0
Si 2.693 2.665 5.367 0.002 -0.002 0.001
Si 0.045 5.409 5.486 0.001 -0.003 -0.001
Si 2.803 8.119 5.463 0 -0.001 0
Si 0.012 10.896 5.568 0.001 0.001 -0.002
Si 2.761 13.584 5.48 0 -0.001 0
Si 5.408 -0.03 5.424 0.001 -0.002 0
Si 8.129 2.731 5.506 0.001 0 0
Si 5.448 5.451 5.409 -0.001 -0.001 0
Si 8.181 8.16 5.383 0 -0.001 0.001
Si 5.455 10.858 5.394 0.001 -0.001 0.002
Si 8.117 13.58 5.405 0 0 -0.001
Si 10.866 0.002 5.48 -0.002 0 0
Si 13.642 2.676 5.459 -0.001 0 0.001
Si 10.881 5.426 5.387 0.001 0.002 0.003
Si 13.606 8.19 5.479 0.001 0.001 0.001
Si 10.822 10.94 5.434 -0.002 0 -0.001
Si 13.664 13.597 5.503 -0.001 -0.001 -0.001
Si 1.351 1.355 6.788 0.001 0 0.002
Si 4.056 4.056 6.73 0 -0.001 0
Si 1.425 6.777 6.825 0 0 -0.001
Si 4.122 9.52 6.811 -0.002 -0.001 -0.001
Si 1.393 12.278 6.873 0 0.001 -0.001
Si 4.109 14.935 6.851 0.001 0.002 0
Si 6.75 1.349 6.813 0 0.001 0
Si 9.529 4.09 6.798 0.001 -0.003 0.002
Si 6.799 6.82 6.766 0 0 -0.001
Si 9.501 9.531 6.777 0 0 0
Si 6.785 12.216 6.796 0 0.001 0.001
Si 9.484 14.94 6.786 0 0 0
Si 12.263 1.342 6.81 0 -0.002 0
Si 14.994 4.06 6.814 0 -0.001 -0.001
Si 12.238 6.787 6.771 0.001 0.001 -0.001
Si 14.96 9.525 6.868 -0.002 0.001 0
Si 12.223 12.272 6.795 0 0 0.001
Si 15.001 15.002 6.82 0.001 0 0
Si 0.024 2.726 8.193 -0.002 -0.001 -0.001
Si 2.722 0.002 8.166 -0.001 -0.001 0.001
Si 0.046 8.163 8.168 0.002 0 0
Si 2.759 5.402 8.177 0.001 0 0
Si 0.029 13.666 8.188 0.002 -0.002 0
Si 2.777 10.895 8.192 0 0 0
Si 5.395 2.733 8.149 0.001 0 -0.001
Si 8.128 -0.032 8.156 0 -0.001 -0.001
Si 5.451 8.156 8.183 -0.001 -0.001 0
Si 8.149 5.454 8.118 -0.001 0.001 0.002
Si 5.46 13.563 8.222 -0.001 0 -0.001
Si 8.132 10.852 8.17 -0.001 0 0
Si 10.897 2.699 8.136 0 -0.001 0
Si 13.621 0.017 8.189 -0.001 0 -0.001
Si 10.875 8.17 8.114 0 -0.002 0.001
Si 13.628 5.453 8.125 -0.001 -0.001 0.001
Si 10.867 13.614 8.163 -0.001 -0.001 0
Si 13.576 10.92 8.163 0.002 0 0.001
Si 1.377 4.1 9.567 -0.001 -0.001 0
Si 4.077 1.367 9.547 0 0.001 0
Si 1.399 9.552 9.527 0 -0.001 0.001
Si 4.111 6.762 9.549 0 0 -0.001
Si 1.358 15.023 9.565 -0.002 0 -0.001
Si 4.11 12.222 9.633 0.001 0 -0.001
Si 6.786 4.1 9.477 0 0.001 -0.001
Si 9.534 1.312 9.494 0.001 -0.002 0.001
Si 6.772 9.51 9.574 -0.002 -0.001 -0.001
Si 9.481 6.836 9.459 -0.001 0.002 -0.002
Si 6.808 14.945 9.574 0.001 0 0
Si 9.524 12.207 9.499 0 0 0.001
Si 12.25 4.092 9.441 0 0 0.001
Si 14.978 1.394 9.56 -0.001 0 0
Si 12.232 9.528 9.485 0 0 0.001
Si 15.001 6.804 9.502 0.001 -0.001 0
Si 12.223 14.997 9.513 0 0 0
Si 14.966 12.295 9.485 -0.001 0.001 -0.001
Si -0.001 0.048 10.951 -0.002 0 -0.001
Si 2.733 2.737 10.922 -0.002 0.002 0.001
Si 0.003 5.478 10.927 -0.001 0.001 -0.001
Si 2.708 8.125 10.876 0.001 0 0.002
Si 0.027 10.969 10.836 0.001 0.001 0.001
Si 2.722 13.666 10.907 -0.001 0.002 0.002
Si 5.451 0.008 10.932 0.001 0 0.001
Si 8.154 2.704 10.773 -0.001 -0.001 -0.004
Si 5.524 5.457 10.939 0 0.001 0.001
Si 8.121 8.122 10.899 -0.001 0.003 -0.001
Si 5.456 10.823 11.039 -0.001 -0.001 0
Si 8.209 13.561 10.886 -0.003 -0.001 -0.001
Si 10.871 -0.03 10.937 -0.003 0 0.001
Si 13.593 2.808 10.86 0.001 -0.001 -0.001
Si 10.867 5.46 10.721 -0.001 -0.002 0
Si 13.664 8.226 10.807 0 0.001 0.001
Si 10.84 10.821 10.871 0 -0.001 0
Si 13.601 13.651 10.831 0.001 -0.001 0
Si 1.349 1.444 12.324 -0.001 0 0.003
Si 4.185 4.055 12.245 0.001 -0.006 -0.005
Si 1.328 6.874 12.316 -0.002 0.002 0.001
Si 4.043 9.36 12.337 0.003 -0.002 0.004
Si 1.318 12.357 12.249 0.001 0.001 0
Si 4.031 15.027 12.306 0 0 0.001
Si 6.925 1.341 12.231 0 0 0.004
Si 9.486 4.118 12.054 -0.002 0.001 0.002
Si 6.873 6.782 12.403 -0.004 0.001 0.002
Si 9.454 9.457 12.254 -0.001 0.002 0.001
Si 6.908 12.236 12.317 0.001 -0.002 0.003
Si 9.579 14.823 12.327 -0.001 0 0.001
Si 12.211 1.467 12.195 0.001 -0.001 0.001
Si 14.925 4.161 12.275 -0.003 -0.002 -0.001
Si 12.23 6.832 12.008 0.001 0.003 -0.001
Si 15.041 9.597 12.185 -0.001 -0.003 0.001
Si 12.264 12.221 12.102 0 -0.001 -0.001
Si 14.888 15.026 12.252 -0.001 0.001 -0.001
Si -0.101 2.779 13.654 -0.001 0 -0.002
Si 2.689 0.102 13.744 0 -0.001 0.001
Si -0.043 8.304 13.724 0 -0.001 0.001
Si 2.722 5.381 13.503 0.007 0.011 0.008
Si -0.081 13.735 13.657 -0.002 -0.001 0
Si 2.623 10.835 13.491 -0.003 0.001 -0.001
Si 5.577 2.682 13.598 -0.002 0.001 -0.001
Si 8.21 -0.115 13.616 -0.001 -0.003 -0.005
Si 5.487 8.1 13.841 -0.001 0.001 -0.003
Si 8.312 5.347 13.667 -0.002 -0.001 0
Si 5.455 13.619 13.554 0 0.001 -0.002
Si 8.205 10.802 13.747 0.001 -0.002 0.001
Si 10.898 2.95 13.448 0 -0.003 0.002
Si 13.576 0.179 13.547 -0.001 -0.004 -0.004
Si 10.865 8.026 13.456 0 0.003 -0.002
Si 13.561 5.661 13.493 0.003 0.001 0.002
Si 10.915 13.309 13.642 0.006 0.002 0.01
Si 13.636 10.953 13.474 -0.002 0 -0.001
Si 1.259 4.233 14.808 0.003 -0.004 0.035
Si 4.426 1.184 14.975 0.002 0.001 0.022
Si 0.998 10.024 15.019 0.004 0.004 0.022
Si 4.784 6.506 15.492 -0.007 -0.008 0.026
Si 0.983 15.378 15.007 0.003 -0.003 0.02
Si 4.22 12.006 14.662 -0.002 0 0.021
Si 6.837 4.077 15.017 0.001 0.001 0.02
Si 9.587 0.835 15.267 -0.001 -0.003 0.027
Si 6.486 9.833 15.028 0.002 0.002 0.008
Si 10.116 6.282 14.875 -0.004 0.003 0.018
Si 6.55 15.191 14.892 0.001 -0.002 0.025
Si 10.051 11.593 15.014 -0.006 0.002 0.021
Si 11.88 4.628 14.702 0.003 -0.005 0.012
Si 15.063 1.27 14.994 -0.005 -0.001 0.018
Si 12.274 9.451 14.6 -0.001 -0.001 0.01
Si 14.464 7.346 14.884 0 0.002 0
Si 12.299 15.536 15.194 0.002 -0.001 0.018
Si 15 12.206 14.947 -0.002 0.005 0.021
Si -3.914 -17.892 19.752 -0.001 0.006 0.024
Si 2.901 7.602 20.013 -0.001 -0.001 0.02
Si -0.806 -0.037 23.336 0.003 0.001 -0.001
Si -8.98 19.096 23.308 0 0.002 -0.004
Si -14.525 -5.545 17.814 0.002 0.001 0.037
Si 4.483 26.354 18.906 -0.002 -0.001 0.028
Si 3.35 2.036 24.332 -0.003 -0.003 -0.012
Si -1.871 0.504 20.555 0.002 0.002 0.014
Si -16.022 20.855 21.073 0.002 -0.005 0.011
Si 8.111 -3.198 21.513 0 0 0.008
Si -2.345 5.483 26.34 0.003 -0.001 -0.034
Si -11.003 20.46 25.029 -0.005 -0.007 -0.019
Si 5.365 10.308 27.911 0.003 0.008 -0.033
Si 7.123 9.288 17.222 0.001 0.001 0.028
Si 2.442 29.78 16.906 0.005 0 0.039
Si 0.44 21.156 25.538 -0.001 -0.003 -0.021
Si 13.526 15.878 28.418 -0.001 0.002 -0.034
Si 12.687 3.214 24.688 -0.008 -0.005 -0.014
Si 3.134 4.079 21.872 -0.002 -0.001 0.005
Si 7.267 15.372 27.754 0.002 0.001 -0.033
Si 14.064 14.153 17.238 0.002 0.001 0.04
Si 6.712 20.136 27.659 -0.002 -0.009 -0.041
Si 9.585 41.716 23.9 0.001 -0.003 -0.012
Si 6.79 -3.661 26.307 0 0.002 -0.025
Si -14.622 20.84 28.069 0.006 0 -0.045
Si 12.861 21.014 19.36 -0.003 0.004 0.027
Si -2.624 24.615 27.311 -0.004 -0.002 -0.035
Si 25.895 3.632 25.024 0.004 -0.001 -0.016
Si 16.709 18.436 24.723 0.002 -0.004 -0.016
Si -6.33 27.411 20.545 0.004 -0.002 0.018
Si 14.272 17.137 25.727 0.004 0.009 -0.028
Si 12.155 10.897 27.343 -0.001 0.004 -0.032
Si 4.186 22.089 18.336 -0.001 0.001 0.037
Si -7.988 18.484 20.344 0.001 -0.003 0.022
Si 14.003 19.684 21.804 0.005 -0.003 0.006
Si -2.627 3.385 16.813 -0.002 0.001 0.036
Si -15.488 14.106 27.825 -0.006 -0.003 -0.04
Si 9.784 4.308 18.952 0.003 0.001 0.028
Si -27.279 28.478 20.884 0.002 0.002 0.011
Si -17.928 10.457 22.024 -0.002 0.001 -0.001
Si 9.308 -5.375 26.2 -0.001 0.002 -0.025
Si -8.05 2.469 17.392 0.002 0.005 0.038
Si 7.877 23.549 22.457 -0.003 0.001 0
Si 16.333 9.796 27.271 -0.003 0.001 -0.03
Si 5.085 6.261 21.139 -0.001 0 0.014
Si 2.449 15.856 20.426 0 0.003 0.014
Si 16.104 31.305 19.262 0.004 0.006 0.03
Si 1.254 -18.372 24.734 0.002 0.003 -0.028
Si 15.554 5.889 16.303 0.013 -0.003 0.037
Si 7.904 8.489 27.649 0.005 0.001 -0.035
Si 7.399 -1.94 17.803 -0.002 0.002 0.036
Si 19.138 25.099 27.141 0 -0.003 -0.034
Si 18.325 18.774 19.809 -0.003 0.003 0.029
Si -13.238 -10.315 25.902 0.002 -0.007 -0.024
Si 5.906 -2.998 23.414 -0.001 0.006 -0.014
Si 9.307 31.853 19.846 0.003 0.001 0.022
Si -8.728 17.913 26.055 0.005 0.004 -0.027
Si -1.07 22.933 19.169 0 0.001 0.034
Si 15.412 12.563 23.967 0.005 0.002 -0.016
Si 19.97 -17.271 23.3 0.002 0.004 -0.003
Si 4.535 30.806 19.047 0.002 0.002 0.027
Si 8.781 6.607 25.236 0.007 -0.006 -0.025
Si 0.263 -7.245 20.039 -0.001 -0.003 0.019
Si -6.44 8.107 20.402 0.004 0.003 0.019
Si 14.337 -19.393 21.276 0 0.002 0.009
Si 28.236 9.437 21.829 0.003 0.003 0.002
Si -1.511 12.334 26.74 -0.001 0.001 -0.028
Si 19.46 -29.634 17.106 0 0.004 0.041
Si -7.411 28.104 17.809 -0.006 -0.003 0.033
Si 8.989 23.259 17.822 0.001 0.001 0.039
O -8.898 2.285 -8.282 0.002 0 -0.004
O 1.418 -6.926 -3.396 -0.001 -0.002 0.01
O 6.965 -3.928 -9.394 -0.001 0 -0.001
O -2.029 11.673 -8.957 0.002 0.004 -0.002
O 4.09 1.311 -0.51 -0.002 0 0.009
O 8.957 18.839 -3.967 -0.004 -0.003 0.012
O 0.354 -0.995 -6.109 0.001 -0.001 0.007
O 7.447 -2.835 -7.074 0 0 -0.002
O -6.485 28.948 -0.526 0.002 -0.002 0.014
O 3.596 -2.369 -12.138 -0.008 -0.006 -0.023
O 1.7 5.741 -4.902 0.003 0.001 0.008
O 4.18 6.603 -0.332 0 0.003 0.014
O 11.817 5.042 -0.962 -0.007 0.002 0.017
O 2.11 -3.015 -1.502 0.011 -0.006 0.023
O 9.883 7.742 -5.179 -0.002 -0.001 0.007
O -0.704 0.187 -10.527 0.002 -0.004 -0.01
O 6.601 2.238 -2.824 -0.004 0.005 0.017
O 11.991 16.413 -1.498 -0.002 0.006 0.014
O 7.552 18.402 0.134 -0.002 -0.004 0.013
O 6.046 11.474 -2.954 -0.012 -0.017 0.02
O 3.649 25.013 -10.905 0.004 0.005 -0.006
O 2.936 21.656 -2.64 -0.008 -0.005 0.017
O -2.052 12.843 -13.722 0.006 -0.011 -0.022
O 17.798 8.106 -9.523 0 0.001 -0.006
O -3.993 -12.463 -13.913 -0.01 0.008 -0.018
O 14.248 2.032 -9.089 0.001 0 -0.004
O 8.345 10.277 -12.374 -0.004 0 -0.015
O 14.634 0.395 -0.718 0.009 -0.001 0.017
O 14.843 13.516 -7.217 0.001 0 0.001
O 7.146 1.595 -5.542 0 -0.002 0.011
O 12.784 9.504 -3.219 0.007 -0.006 0.015
O -2.317 20.966 -2.278 -0.009 -0.007 0.027
O 9.33 12.08 -8.385 0.001 -0.002 -0.008
O 19.133 -1.852 -5.673 -0.004 -0.001 0.005
O 22.474 20.149 -6.368 -0.001 0.002 0.006
O 7.718 12.824 -11.978 0.001 0.001 -0.011
O -1.471 4.437 16.454 0.006 0.011 -0.01
O 1.65 9.809 16.515 -0.005 -0.005 -0.029
O -11.422 -5.606 20.299 -0.002 -0.006 -0.013
O -0.317 6.393 17.759 -0.006 -0.01 -0.039
O -5.358 25.718 23.153 -0.003 0 0.003
O -2.084 18.279 16.273 0.006 -0.007 -0.017
O 1.364 14.942 19.602 -0.004 -0.003 -0.01
O 4.563 6.755 17.096 0.004 0.005 -0.027
O -4.801 10.791 21 -0.003 0.002 -0.004
O -15.689 19.642 20.036 0.002 -0.002 -0.007
O 4.319 21.737 25.026 -0.003 0.003 0.012
O -1.757 -3.346 25.284 -0.003 -0.002 0.017
O 11.088 19.594 24.711 -0.003 0.001 0.006
O 9.151 0.727 20.369 -0.001 -0.001 -0.007
O -0.236 5.815 20.292 -0.005 0.007 -0.012
O 4.096 1.965 16.374 0.004 -0.001 -0.025
O -0.793 14.556 17.798 -0.008 -0.005 -0.022
O 8.741 5.507 18.576 0 0.007 -0.015
O 9.933 7.752 18.836 -0.005 -0.004 -0.017
O -0.137 16.499 15.483 -0.002 0.002 -0.01
O 7.616 7.759 17.545 -0.005 0.003 -0.015
O -12.481 16.921 23.811 -0.001 0.001 0.002
O -11.781 29.672 20.195 -0.002 0.004 -0.012
O 5.674 20.841 28.698 -0.009 0.01 0.026
O -1.172 27.368 23.481 0.002 0.001 0.004
O 9.76 6.718 16.421 0.008 -0.004 -0.031
O -5.381 16.344 15.652 0 -0.001 -0.006
O 26.268 18.238 28.988 0 0.003 0.012
O 21.789 16.31 15.396 -0.002 0 -0.013
O 4.416 19.121 25.311 0.004 0.003 0.008
O 7.587 18.513 18.866 -0.001 0 -0.022
O 13.186 4.641 25.239 0.006 0.007 0.012
O 3.299 7.598 26.135 -0.002 0.01 0.015
O 3.965 9.884 27.206 0.008 0.004 0.021
O 18.363 3.516 16.042 -0.016 0.011 -0.03
O 8.761 19.826 23.621 0.002 0 0.005
O -0.928 13.91 20.256 0.003 0.003 -0.013
O 9.699 -4.096 16.473 0.007 -0.002 -0.03
O 3.359 6.098 14.856 -0.003 -0.003 -0.01
O -1.027 -7.783 27.18 -0.001 0 0.008
O 6.43 4.493 26.195 0.005 0.001 0.02
O -0.684 -5.351 26.434 0.004 -0.006 0.012
O 8.586 14.893 28.577 0.008 -0.006 0.021
O -0.84 5.747 25.819 -0.005 0.001 0.012
O -2.065 -0.028 24.345 0.001 0.001 0.01
O -9.891 6.864 21.788 0 0 -0.004
O 1.415 28.681 17.541 0.001 0.004 -0.013
O 14.859 28.452 29.814 0.003 -0.001 0.015
O 5.814 5.257 15.479 0.007 -0.003 -0.009
O -0.908 4.08 22.035 -0.001 0.001 -0.004
O -6.666 3.27 17.707 -0.004 -0.007 -0.018
O 9.416 5.156 25.61 -0.001 0.004 0.008
O -7.331 23.367 21.268 0.003 0.002 -0.006
O -7.732 14.533 20.901 0.002 0.003 -0.01
O 9.274 -6.715 20.531 -0.001 -0.001 -0.002
O -0.53 13.25 27.655 0.004 0.003 0.014
O 3.901 7.367 21.26 -0.001 0 -0.006
O 0.871 10.181 18.999 0.006 0.007 -0.018
O -5.054 21.242 19.091 -0.001 -0.003 -0.006
O -11.038 22.189 19.553 -0.001 -0.002 -0.015
O -3.018 6.937 26.516 0.003 0.009 0.012
O 13.272 3.004 23.196 0 0.003 0.005
O -18.933 38.703 19.067 0.001 -0.001 -0.01
O 3.4 27.277 18.142 -0.007 0.005 -0.013
O 9.92 11.771 19.083 -0.005 0.003 -0.02
O 6.617 14.064 27.08 0.001 0.005 0.012
O 3.236 29.078 15.707 0.008 -0.009 -0.024
O 19.142 6.265 19.075 0.004 -0.003 -0.015
O 6.019 14.788 18.533 0.008 -0.002 -0.011
O 5.317 10.984 15.346 -0.006 0.005 -0.015
O 7.339 3.341 16.397 -0.009 0.009 -0.023
O -17.734 -0.304 21.88 -0.001 0.001 -0.002
O -0.294 9.77 21.382 0.001 -0.002 -0.006
O 18.261 18.148 25.079 -0.001 0 0.004
O -2.922 3.468 18.409 0.004 -0.006 -0.022
O -7.162 10.363 24.716 -0.002 0.005 0.013
O 1.215 14.57 26.327 -0.001 -0.002 0.027
O -5.47 27.671 26.47 0.008 -0.002 0.009
O 2.325 35.924 28.859 0.009 -0.013 0.023
O 5.113 -1.598 23.212 0.001 -0.002 0.002
O 12.42 18.917 28.489 -0.002 -0.001 0.012
O 0.54 31.706 28.79 -0.005 0.012 0.026
O 15.364 -8.136 19.455 -0.001 -0.005 -0.011
O -6.466 6.751 29.577 0.002 0 0.01
O -3.155 18.324 25.633 0.001 -0.002 0.007
O 20.193 -0.51 19.633 0.004 -0.003 -0.01
O 8.365 12.274 26.246 -0.001 -0.002 0.008
O 8.173 3.912 28.398 0.011 -0.001 0.021
O -8.393 22.681 23.844 0.002 0 0.008
O 2.32 18.573 18.256 0.008 0.005 -0.031
O 16.987 12.838 24.308 -0.002 0 0.005
O 7.975 23.626 26.501 -0.004 0.011 0.024
O 2.778 31.677 21.924 0 0 -0.005
O -0.208 27.42 15.368 -0.002 -0.003 -0.008
O 11.432 -8.179 20.941 -0.003 -0.002 -0.005
O 8.258 8.72 22.992 0.002 0 0.002
O 9.33 3.464 20.282 0.001 0.004 -0.015
O 13.496 -2.003 28.915 0.004 -0.008 0.019
O 13.422 8.072 28.881 0.01 -0.007 0.029
O 7.767 0.066 26.59 -0.003 -0.009 0.015
O 12.853 13.88 21.039 -0.001 0 -0.009
O 16.449 20.009 24.467 0.001 0.006 0.008
O 22.429 16.004 28.685 -0.013 0.007 0.026
O 29.658 24.78 15.433 0 0.001 -0.006
O 8.575 15.31 18.42 -0.006 -0.003 -0.016
O 13.394 15.365 16.388 -0.009 0.008 -0.017
O 5.992 -3.505 24.922 0.006 -0.001 0.017
O -0.085 1.425 23.323 0 0 0.001
O -13.108 -13.085 20.488 0 -0.002 -0.008
O 19.456 -13.289 23.095 0.001 0.001 0.002
O 0.715 5.455 28.929 -0.016 0.009 0.034
O 10.004 34.947 14.669 0.005 0.006 -0.012
O -13.857 8.222 28.63 0.004 -0.004 0.032
O 5.168 12.213 22.488 0 -0.001 -0.001
O 1.61 14.717 16.362 -0.008 0.008 -0.023
O -14.636 4.867 21.863 0 0.001 -0.002
O 11.862 14.038 14.776 -0.006 -0.004 -0.012
O 13.35 11.998 27.338 -0.003 -0.001 0.008
O -7.526 9.795 27.231 -0.007 -0.01 0.016
O 8.708 1.113 16.613 0.006 -0.007 -0.023
O -3.296 20.628 20.914 -0.002 0.003 -0.013
O 6.358 9 27.864 -0.003 0.001 0.018
O 7.557 13.404 30.434 -0.008 -0.005 0.017
O 13.005 -2.375 18.463 0.006 -0.005 -0.023
O 17.134 3.959 26.861 0.002 0 0.021
O 11.613 10.686 28.848 -0.007 0.003 0.03
O -5.491 15.052 19.678 0 -0.001 -0.006
O 0.528 5.58 15.402 0 -0.005 -0.021
O 13.978 -0.272 26.883 -0.004 -0.007 0.026
O 13.098 -0.101 19.938 -0.001 -0.003 -0.007
O 11.177 -5.909 15.388 0.002 0 -0.012
O 1.863 1.014 20.535 0.002 0.001 -0.007
O 20.301 4.266 17.74 -0.005 -0.009 -0.017
O 13.882 3.709 30.234 0.02 0.01 0.026
O -0.577 1.477 25.889 -0.003 -0.003 0.011
O 16.552 10.314 28.796 -0.003 0.005 0.027
O 4.451 5.003 21.94 0.002 0.003 -0.003
O 7.286 14.606 16.215 -0.005 0.003 -0.032
O 5.825 9.681 18.101 0.011 0 -0.017
O -2.853 9.434 22.164 0 0.003 -0.002

Results
free energy: -283317.468 eV
free energy less fixed offsets of O -570.45, Si -639.56 eV per atom: -4.108 eV

The program warned: the cutoff lies below the one the program advises for these potential files; the forces do not sum to zero within the program's tolerance; empty levels may hold ghost states of the PAW files; the exchange-correlation potential is rough where the density is thin.
